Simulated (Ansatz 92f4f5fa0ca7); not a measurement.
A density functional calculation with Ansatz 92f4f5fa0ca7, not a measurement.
Periodic cell of 210 atoms, Si128O78P4, from a study of silicon, its oxide and their interface. The atomic structure is a simulated model.

Settings
functional: PBE
potential files: Ansatz PAW
basis: plane waves
wave-function cutoff: 700 eV
density cutoff ratio: 5
exchange-correlation grid ratio: 1
k mesh: 2 x 2 x 1, shifted by 0.5 0.5 0.5 of a step
self-consistency stop: 5e-08 eV per atom in the density residual
occupations: fixed
spin: none
net charge: 0

Cell vectors (angstrom)
a 10.938 0 0
b 0 10.938 0
c 0 0 31.0552

Atoms and the computed forces on them: element, x, y, z (angstrom), force x, y, z (eV/angstrom)
Si 10.3365 0.6023 23.5431 -0.0591 0.0256 -0.0654
Si 5.7396 10.6694 23.8395 0.0284 -0.0477 -0.0624
P 2.1974 3.3164 23.6119 0.0158 -0.0311 -0.0092
Si 8.7183 2.4859 23.6245 0.0418 -0.0049 -0.0617
P 0.5233 4.9452 23.6378 -0.0078 -0.0007 -0.0306
Si 5.1065 5.8975 23.7976 -0.0103 0.0555 -0.0636
Si 3.311 7.5113 23.5375 0.0361 -0.0551 -0.056
Si 7.47 8.9575 23.7466 -0.0738 0.0626 -0.0519
Si 1.2846 1.5031 24.7978 0.0243 0.0777 -0.0051
Si 6.8933 1.4842 24.8961 0.037 -0.0012 -0.0107
Si 3.968 4.1398 24.9246 -0.0804 -0.0381 -0.0147
Si 9.7312 4.1262 24.9737 0.0766 0.0324 -0.0157
Si 1.4204 6.7279 24.8291 -0.0061 -0.0574 0.0064
Si 6.8179 6.9739 24.9641 0.0123 0.0139 -0.0017
Si 4.0182 9.4755 24.871 -0.0008 -0.0457 -0.0067
Si 9.4863 9.6994 24.8203 -0.0174 -0.012 0.0165
Si 2.6735 0.0295 26.168 -0.0124 0.0097 0.0716
Si 8.1769 0.054 26.3064 0.0067 0.0039 -0.026
Si 0.0094 2.7121 26.3513 -0.0156 -0.0305 0.016
Si 5.4281 2.772 26.2309 -0.0032 0.0065 0.0694
Si 2.7218 5.502 26.3438 0.0168 0.026 0.0212
Si 8.2263 5.5072 26.2258 -0.0067 0.0085 0.0463
Si -0.0194 8.2139 26.142 0.0001 0.0017 0.0416
Si 5.4159 8.2436 26.3463 -0.0122 0.0083 -0.0264
Si 4.1018 1.3673 27.6369 -0.1196 -0.1496 -0.5691
Si 9.5708 1.3673 27.6369 -0.1116 -0.1045 0.6006
Si 1.3673 4.1018 27.6369 0.0826 -0.005 0.4835
Si 6.8362 4.1018 27.6369 -0.0411 0.2206 -0.4673
Si 4.1018 6.8362 27.6369 0.0177 0.079 0.6919
Si 9.5708 6.8362 27.6369 0.1988 0.2226 -0.4254
Si 1.3673 9.5708 27.6369 -0.2403 0.0689 -0.731
Si 6.8362 9.5708 27.6369 -0.1164 0.3275 0.3198
Si 0 0 29.0042 -0.1112 -0.0612 0.0069
Si 5.469 0 29.0042 0.0618 -0.0604 0.0083
Si 2.7345 2.7345 29.0042 -0.0192 0.056 -0.0029
Si 8.2035 2.7345 29.0042 0.0508 -0.0618 -0.0096
Si 0 5.469 29.0042 0.0524 -0.0276 -0.0112
Si 5.469 5.469 29.0042 0.0377 0.0928 0.0193
Si 2.7345 8.2035 29.0042 0.1027 -0.0618 -0.0119
Si 8.2035 8.2035 29.0042 0.0363 0.0505 -0.0414
Si 1.3673 1.3673 30.3714 0.0467 -0.0307 0.0008
Si 6.8362 1.3673 30.3714 -0.09 0.0707 -0.0082
Si 4.1018 4.1018 30.3714 0.0517 -0.0747 0.01
Si 9.5708 4.1018 30.3714 -0.0738 0.0743 -0.0191
Si 1.3673 6.8362 30.3714 -0.073 0.0538 -0.015
Si 6.8362 6.8362 30.3714 0.0021 -0.0336 0.0107
Si 4.1018 9.5708 30.3714 -0.0569 0.0732 -0.0102
Si 9.5708 9.5708 30.3714 0.0173 -0.0065 0.0154
Si 2.7345 0 0.6835 0.0733 -0.0762 0.0053
Si 8.2035 0 0.6835 -0.0296 0.0317 -0.0049
Si 0 2.7345 0.6835 -0.0423 0.0237 -0.0215
Si 5.469 2.7345 0.6835 0.0824 -0.0393 0.0186
Si 2.7345 5.469 0.6835 0.0093 0.0496 -0.0027
Si 8.2035 5.469 0.6835 0.071 -0.0729 0.007
Si 0 8.2035 0.6835 0.0642 -0.0767 0.0095
Si 5.469 8.2035 0.6835 -0.0478 0.0306 -0.0087
Si 4.1018 1.3673 2.0507 -0.1096 0.0051 -0.0043
Si 9.5708 1.3673 2.0507 0.0448 -0.0057 0.0241
Si 1.3673 4.1018 2.0507 -0.0789 -0.114 0.0152
Si 6.8362 4.1018 2.0507 -0.0441 0.081 -0.0185
Si 4.1018 6.8362 2.0507 0.057 -0.0114 0.0132
Si 9.5708 6.8362 2.0507 -0.058 0.0733 0.0028
Si 1.3673 9.5708 2.0507 -0.0649 0.0505 -0.0162
Si 6.8362 9.5708 2.0507 0.0472 -0.0083 0.0174
Si 0 0 3.418 0.1106 -0.0737 -0.5802
Si 5.469 0 3.418 -0.0084 -0.0543 0.7513
Si 2.7345 2.7345 3.418 -0.2384 -0.4338 -0.4332
Si 8.2035 2.7345 3.418 0.098 0.0239 0.446
Si 0 5.469 3.418 -0.0206 -0.1927 0.7722
Si 5.469 5.469 3.418 0.2487 0.0616 -0.7831
Si 2.7345 8.2035 3.418 -0.041 -0.0192 0.4148
Si 8.2035 8.2035 3.418 0.1731 0.0377 -0.5164
Si 1.3849 1.3033 4.759 0.0007 -0.0065 0.0248
Si 6.869 1.3723 4.8534 0.0068 0.0058 -0.0666
Si 4.1275 4.0777 4.6588 -0.0344 -0.0376 -0.0301
Si 9.5722 4.0552 4.8978 -0.0142 0.0097 -0.0486
Si 1.4016 6.8117 4.8533 0.0061 -0.0017 -0.0705
Si 6.8717 6.8088 4.7072 0.0403 0.0267 -0.0339
Si 4.0969 9.5317 4.8684 0.0053 -0.0099 -0.0638
Si 9.6034 9.5528 4.7189 0.0073 -0.0024 0.0121
Si 2.6703 -0.0439 6.2451 -0.0272 0.0186 0.0076
Si 8.2844 -0.0781 6.1505 0.0088 -0.0072 0.0079
Si 0.0576 2.5805 6.2201 0.0007 -0.0236 0.0044
Si 5.4451 2.845 6.1092 0.0289 0.0886 0.0252
Si 2.8952 5.3872 6.1017 0.0768 0.0353 0.0221
Si 8.0856 5.4707 6.203 -0.0602 -0.0111 -0.0045
Si -0.054 8.1914 6.1618 -0.0186 0.0074 0.0087
Si 5.4935 8.0306 6.1268 -0.0359 -0.0615 0.0018
Si 3.7268 1.7802 7.3656 -0.0049 0.0303 0.0564
Si 10.0524 0.7647 7.5501 0.0158 -0.0222 0.0636
Si 1.8942 3.6069 7.3268 0.0357 -0.0143 0.0552
P 6.2805 4.6031 7.4185 0.0047 -0.0143 0.035
P 4.6365 6.2613 7.4041 -0.0197 0.0069 0.0272
Si 9.027 7.3368 7.3939 -0.0409 0.0534 0.0584
Si 0.9673 9.7771 7.6111 -0.023 -0.0006 0.0609
Si 7.2695 9.064 7.3097 0.0528 -0.0359 0.0693
O 1.2188 4.3637 8.6455 -0.0001 -0.0165 0.001
O 4.5031 1.1472 8.7042 -0.0184 -0.0078 -0.0063
O 6.8329 9.6355 8.801 -0.0021 0.0058 0.0046
O 9.467 7.1829 8.9849 0.0064 -0.0115 0.0044
O 9.3522 1.2979 8.9977 0.0095 -0.0243 -0.0235
O 1.4908 8.8515 8.9662 -0.0097 0.0319 -0.0154
O 8.4966 3.2791 22.1579 -0.0125 -0.018 0.0079
O 10.4829 11.0776 21.949 0.001 -0.004 0.0057
O 3.1284 7.4814 21.8722 0.0075 0.0051 0.0026
O 5.8127 5.5113 22.3424 -0.0071 0.0019 0.0083
O 5.0872 0.2188 22.376 0.0241 0.0058 -0.0053
O 7.3898 8.9304 22.0811 0.0191 -0.0119 -0.0035
Si 3.6554 7.665 15.1952 -0.0096 -0.0035 -0.0066
Si 6.8723 9.8494 10.4068 -0.0087 -0.0009 0.0052
Si 6.3194 5.8302 20.8291 0.0072 -0.0065 -0.0068
Si 4.2831 0.3051 10.0832 0.0016 -0.0056 0.0038
Si 9.9603 6.9909 10.5162 0.0025 -0.0077 0.0047
Si 1.7522 2.4916 14.6129 0.0035 -0.003 0.0025
Si 2.8869 6.7221 12.5214 -0.0015 0.0036 0.0002
Si 9.4372 0.7184 10.5286 -0.0007 -0.0011 0.0131
Si 4.8256 5.0293 16.5241 -0.0019 0 -0.0005
Si 0.7537 4.4651 10.1791 -0.0034 0.0038 0.0035
Si 0.7352 5.0597 14.0104 0.0003 0.0043 0.0024
Si 2.2 9.7779 19.2033 0.0005 -0.0045 -0.0002
Si 2.312 4.8271 18.5575 -0.0029 0.0019 0.0065
Si 10.692 5.8759 16.896 0.0014 0.0041 0.0003
Si 5.4982 10.1071 15.8383 0.0034 -0.0057 0.002
Si 5.2129 4.5954 12.3569 0.0035 -0.004 -0.0012
Si 7.6777 3.7935 13.9827 -0.0073 0.0004 0.0003
Si 5.3631 0.9756 20.9694 -0.0035 0 0.0082
Si 8.0149 8.3689 20.6911 0.0034 -0.002 -0.0034
Si 10.148 9.8277 14.5259 0.0006 0.0001 0.0003
Si 7.7459 5.7873 16.3863 0 0.0058 -0.0041
Si 7.5647 8.2269 14.6467 -0.0014 -0.0012 0.0013
Si 10.4822 10.2098 20.5696 0.0015 -0.0092 -0.01
Si 9.0378 1.3485 18.5963 0.0012 0.0079 -0.0007
Si 9.7451 3.3763 11.9646 -0.0048 0.0014 0.0001
Si 6.6144 10.3068 18.7262 -0.004 -0.0015 0.0011
Si 2.5034 8.7948 10.2891 0.0118 -0.005 0.0099
Si 3.2874 1.9087 19.1753 0.0053 0.001 0.0051
Si 2.9964 2.6208 11.6903 0.0044 -0.0002 0.0016
Si 7.7062 3.0701 20.7385 -0.0048 0 -0.0031
Si 1.0901 8.4623 16.6051 -0.0004 0.0014 0.0011
Si 0.2365 9.7258 11.6477 0.0019 0.0002 0.0082
Si 9.6324 1.6965 15.5204 -0.0018 0.0014 0.0051
Si 4.2641 2.0015 16.254 0.0019 -0.0049 0.0067
Si 3.488 7.1494 20.3059 0.0012 -0.0031 0.0046
Si 7.1446 6.9607 11.8219 -0.0066 -0.005 -0.0011
O 2.909 7.3211 10.9651 0.0099 -0.0027 0.0147
O 8.3278 3.9459 12.4943 0.0175 -0.0115 0.0168
O 1.8621 4.1216 14.7343 -0.0151 -0.014 -0.0185
O 4.1556 2.0028 20.5636 0.0124 -0.0236 -0.0187
O 9.4957 1.7675 11.7896 -0.0059 -0.0179 -0.0076
O -0.0335 7.4636 17.242 0.018 -0.0123 -0.0204
O 6.7495 1.7972 21.066 -0.0112 0.0025 -0.0191
O 7.357 9.017 19.3617 -0.0006 0.0141 0.0132
O 8.261 10.574 10.8652 0.0068 0.0029 -0.0201
O 4.5501 6.3151 15.5196 -0.0064 0.0043 0.0204
O 3.1924 1.1909 10.9182 0.0135 -0.0072 -0.0104
O 9.5793 8.8387 20.6774 -0.0077 0.0196 0.0019
O 7.0187 7.3036 13.4178 0.0106 0.0129 -0.0049
O 10.8589 -0.0738 10.5321 -0.0181 -0.0032 0.0185
O 7.9686 5.0423 14.9609 -0.0143 -0.0058 0.0119
O 7.6689 6.7692 20.6827 -0.0232 0.0064 0.0029
O 10.4047 8.3593 11.2545 0.0161 0.0209 -0.0083
O 8.409 2.5181 14.7583 0.0155 -0.0034 -0.0006
O 6.6833 9.5987 14.8286 -0.0017 -0.0209 0.017
O 10.0413 0.2782 19.3407 -0.0141 0.0032 0.0157
O 0.8791 5.0184 17.7488 0.0065 0.0191 -0.0073
O 8.7546 2.6505 19.551 -0.0147 -0.0236 0.0089
O 1.9443 3.708 11.0283 0.0043 -0.0066 0.0025
O 2.2622 7.4838 16.0243 -0.0007 0.0135 -0.0056
O 10.7346 10.2878 13.0912 -0.0034 -0.0187 -0.0054
O 5.4959 10.7981 19.7954 0.0157 0.0113 0.0006
O 5.7114 10.941 10.8272 0.0057 -0.0032 -0.0132
O 4.289 1.8988 17.8808 -0.0202 0.0076 -0.0063
O 5.0362 6.5804 20.101 -0.0143 0.002 0.0159
O 2.3477 2.1425 13.1244 -0.0069 0.0165 0.0079
O 1.6389 9.5038 17.7062 0.0001 -0.0212 0.0125
O 1.8349 9.5108 11.5988 -0.0234 0.0005 -0.0197
O 2.5775 0.4346 19.2133 0.0093 0.0111 -0.0012
O 9.1034 8.6119 14.3034 -0.0074 0.0145 0.0108
O 3.4155 7.8357 13.588 -0.0089 -0.0255 0.0035
O 2.7246 1.8144 15.7275 0.0131 0.0143 -0.0109
O 2.3315 3.2566 19.0996 0.0143 -0.0012 -0.0019
O 3.753 9.7129 9.8014 -0.0156 0.0139 0.0107
O 3.8824 5.4558 12.7379 -0.0137 0.0148 -0.007
O 3.3143 8.5976 19.5213 -0.0244 -0.0045 0.0059
O 6.1542 5.6714 11.5231 0.0094 0.0113 0.0209
O 4.7995 3.5089 15.8722 -0.003 -0.0051 0.0029
O -0.1225 5.6729 15.2586 0.0136 -0.0002 0.011
O 7.6317 0.5737 18.326 0.007 -0.0057 0.0177
O 0.4769 9.3571 15.4091 -0.0139 -0.0092 0.0023
O 4.2279 9.1222 15.6157 0.0232 0.0091 -0.003
O 0.3535 6.0213 10.5213 -0.0136 0.0057 -0.0059
O 9.3611 0.1203 15.2312 0.0177 0.002 -0.0074
O 10.8084 4.0463 13.0344 0.008 0.0153 0.0031
O 0.2021 2.0399 14.9438 -0.0016 0.0027 0.0102
O 9.6072 1.899 17.1553 -0.0125 -0.0136 -0.0064
O 9.1172 5.5361 17.274 -0.0003 0.0002 -0.0141
O 6.0825 3.8968 13.5744 -0.0069 0.0129 -0.0067
O 6.8273 4.3712 20.2625 0.0118 -0.0149 0.0123
O 2.4563 5.9813 19.7341 0.0218 0.0061 -0.0113
O 3.651 5.0505 17.6462 -0.0011 -0.0031 -0.0074
O 1.0367 9.623 20.3262 -0.0012 0.0142 -0.0174
O 10.2462 3.7458 10.457 0.0235 0.0058 0.0111
O 4.503 3.296 11.6274 -0.0153 -0.0091 -0.0054
O 1.4101 6.223 13.0793 0.0097 -0.0194 0.0146
O 6.3651 5.2426 17.1016 0.0005 0.0096 -0.0162
O 8.6517 6.4947 11.3698 -0.0142 0.0123 -0.0019
O 7.5434 7.3767 16.0441 0.0007 -0.009 -0.0229
O 5.1591 0.7677 15.6202 -0.024 -0.001 0.0201
O 5.8893 9.8294 17.3799 0.0106 0.0163 -0.0053
O 6.7148 8.3573 11.0675 0.0168 0.0041 -0.0001

Results
free energy: -128769.068 eV
free energy less fixed offsets of O -569.03, P -756.45, Si -635.61 eV per atom: -0.848 eV

The program warned: the cutoff lies below the one the program advises for these potential files; the exchange-correlation potential is rough where the density is thin.
